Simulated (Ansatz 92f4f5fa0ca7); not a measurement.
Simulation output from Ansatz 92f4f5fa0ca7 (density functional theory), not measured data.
Periodic cell of 166 atoms, Si98O68, from a study of silicon, its oxide and their interface. The atomic structure is a simulated model.

Settings: functional r2SCAN; potential files Ansatz norm-conserving; basis plane waves; wave-function cutoff 1300 eV; density cutoff ratio 4; exchange-correlation grid ratio 1; k mesh 2 x 2 x 1, shifted by 0.5 0.5 0.5 of a step; self-consistency stop 5e-08 eV per atom in the density residual; occupations Fermi-Dirac, 0.05 eV; spin none; net charge 0.

Cell vectors (angstrom)
a, 10.9364, -0.1063, 0.0739
b, -0.1063, 11.0141, 0.0364
c, 0.1659, 0.0818, 24.5601

Atoms and the computed forces on them: element, x, y, z (angstrom), force x, y, z (eV/angstrom)
Si, -0.9665, 1.2292, -0.3242, 4.3397, -2.4171, -3.2901
Si, 3.6756, 2.4039, 0.2258, 1.3002, 0.9367, -0.4837
Si, 0.3391, 6.5677, -0.0342, 1.5278, -1.0118, -4.2719
Si, 4.6166, 8.7099, -0.9201, 4.3096, -0.9192, 1.5962
Si, 3.3338, 3.5525, -1.7596, -1.9757, 2.5615, -1.933
Si, 8.4338, 2.6645, 0.3131, -1.7877, 1.039, -1.1857
Si, 7.0745, 6.5023, -0.277, -0.7033, 2.8525, 2.5811
Si, 8.6248, 8.127, -0.6601, 1.5962, -1.5834, -2.5667
Si, 1.8778, 1.5687, 1.1869, -3.133, -0.8102, -0.6906
Si, 4.3896, 4.025, 1.6748, 2.023, 1.1289, 0.6985
Si, 1.9274, 7.3403, 1.556, 0.062, -1.1071, 0.0941
Si, 3.7181, 8.9682, 1.1511, -0.4584, 0.6564, 1.979
Si, 6.4611, 1.5757, 1.2861, -0.5757, -0.1658, -0.2357
Si, 9.9484, 3.8913, 1.6017, 0.0479, 0.3827, 0.926
Si, 6.775, 6.2245, 2.0584, -1.2841, -0.0003, -2.601
Si, 9.5708, 9.6218, 0.6646, -0.8353, 2.7905, 2.009
Si, 0.4495, 2.494, 2.7902, -0.8514, 0.8539, 0.3491
Si, 2.979, -0.1571, 2.5779, -0.1284, -0.4742, -1.751
Si, -0.216, 8.1804, 2.0837, 0.7119, 1.4496, 2.3188
Si, 2.9834, 5.2973, 2.8599, -1.559, 1.7873, -0.0028
Si, 5.4732, 2.5036, 3.1317, 1.3516, 1.3168, -0.1998
Si, 7.9287, -0.1255, 2.2588, 1.5893, -1.2704, 0.4484
Si, 5.3069, 7.9725, 2.6137, 0.6375, -0.1706, 1.3929
Si, 8.6387, 5.3722, 2.9201, -0.0777, -1.4216, 0.7488
Si, 1.6368, 4.029, 4.2667, -1.8246, 0.3295, -2.0626
Si, 4.2759, 0.9117, 4.2031, -0.0121, 0.2835, 0.5511
Si, 1.316, 9.6335, 3.7446, -0.6438, -1.2684, 1.0805
Si, 4.1385, 6.7102, 4.2885, 1.5148, -0.775, -0.6017
Si, 7.2882, 3.7936, 4.129, -1.2983, -0.2504, 1.0946
Si, 9.711, 0.8887, 3.9117, -1.5004, 2.2648, -0.8661
Si, 6.9393, 9.2437, 3.8574, -1.1752, 0.8934, 0.5223
Si, 9.7545, 6.9325, 4.1435, -0.5725, 0.1906, 0.5089
Si, 0.1283, -0.0588, 5.2367, 0.2221, -1.7226, 0.9645
Si, 3.0457, 2.6864, 5.2549, 0.6682, -1.8543, 2.7718
Si, -0.0854, 5.2782, 5.2482, 1.3824, 0.618, 1.1818
Si, 2.7478, 8.1472, 5.3772, -1.1565, 0.2686, -0.0214
Si, 5.7697, -0.4279, 5.4991, 0.1555, -0.4436, 0.1507
Si, 8.3681, 2.357, 5.6877, 0.9107, -0.3125, -1.5455
Si, 5.7884, 5.1765, 5.4768, -1.9091, -0.5987, -1.8014
Si, 8.0399, 8.0533, 5.6852, 0.7806, -0.3728, -2.0395
Si, 1.6192, 1.1356, 6.6324, -0.3853, 1.1659, 0.2197
Si, 4.2437, 4.042, 6.9002, 0.1683, -0.5091, -0.6526
Si, 1.3641, 6.6731, 6.6529, -0.9319, 0.8822, -0.2021
Si, 4.2139, 9.191, 6.9048, -0.2125, 0.6667, 0.2494
Si, 7.1867, 0.8653, 7.0381, -1.1923, -0.0394, -0.5652
Si, 9.8184, 3.7166, 6.9296, -0.2473, -0.3753, -1.2914
Si, 6.7641, 6.4876, 6.8789, 1.4872, 0.5833, 1.6954
Si, 9.4022, 9.5193, 6.752, 1.8434, -0.4825, 1.2531
Si, 0.1445, 2.4154, 8.2024, -0.0923, 0.5916, -1.0031
Si, 2.8925, -0.2325, 8.034, 1.3316, 0.0783, 1.0376
Si, 0.0682, 7.899, 8.3697, 0.7383, 2.071, -0.7189
Si, 2.5821, 5.5608, 8.1573, 1.817, -1.1042, 0.7983
Si, 5.8822, 2.6039, 7.9516, -0.9497, 0.4879, 1.061
Si, 8.3768, -0.5566, 8.5432, -0.9496, -1.4482, -0.9684
Si, 5.3199, 7.6079, 8.3971, 2.5487, 1.7316, -0.8057
Si, 8.5234, 5.1776, 8.0844, -1.4124, 1.5262, 1.178
Si, 1.0377, 4.2878, 9.368, 0.3117, -0.1079, 0.2552
Si, 4.1574, 1.6139, 9.2688, 0.1862, -1.7352, -1.9115
Si, 1.6173, 9.659, 9.9101, -1.9133, 0.364, -1.1774
Si, 4.0941, 6.6258, 9.9295, -3.3579, 0.3182, 0.024
Si, 7.2351, 3.8765, 9.5693, -2.2101, -0.8542, 0.0214
Si, 9.7324, 0.8639, 9.5287, -0.1341, 1.172, -0.3159
Si, 7.4322, 8.4304, 9.9255, -1.7901, 1.1849, -2.5631
Si, 9.2017, 6.9912, 9.5766, -0.3141, -1.2492, 1.353
Si, 0.2879, 0.3982, 10.9817, 3.2566, 1.4429, 3.1103
Si, 2.3735, 2.639, 10.1929, 0.0843, 1.2388, 2.8449
Si, -0.5256, 5.6952, 11.7271, -2.9327, -3.0652, -2.4859
Si, 2.8252, 8.4644, 11.4096, 2.9784, -0.9907, 3.8042
Si, 6.1232, 1.2561, 11.583, -2.2917, -0.6349, 3.0162
Si, 8.0719, 1.9057, 10.6771, 0.4874, 2.3987, 1.0814
Si, 4.7508, 4.7394, 10.9322, 1.018, -0.5843, 2.2948
Si, 6.8092, 8.6148, 14.2907, 0.2317, 0.2109, 4.9101
Si, -0.9021, 10.3178, 19.0984, 1.7598, -0.9315, -0.776
Si, -0.3016, 18.2833, 18.4124, 5.0159, 2.8512, 1.7467
Si, 6.9113, 9.8663, 18.8677, -1.7147, 2.3213, 1.741
Si, 6.0631, 12.8874, 18.3101, 3.5371, 3.0764, 0.8417
Si, -2.1623, 3.2304, 12.6243, 0.8403, 0.8594, -0.1839
Si, -1.4265, 9.6344, 14.619, -0.5429, -1.6796, 0.2882
Si, 10.369, 12.1634, 14.1417, -1.4147, 1.3218, -2.8388
Si, 8.4708, 7.0549, 15.9589, 0.2104, 2.2329, 1.2127
Si, 0.5156, 12.9043, 18.1734, 3.3039, 1.4084, 0.8447
Si, 0.8006, -3.3014, 13.5888, -0.4352, 1.3233, -1.5401
Si, 1.6325, 13.9082, 15.5918, -1.3555, 2.4357, -2.8486
Si, 5.8411, 9.3913, 12.5273, -3.6288, -10.0676, -3.1614
Si, 6.1256, 8.379, 17.4513, 0.2988, -4.6428, -1.5511
Si, 8.9187, 2.9481, 18.9029, 0.6921, -1.9685, -3.8119
Si, 4.3671, 5.7774, 18.374, 1.9146, -0.2537, -0.4293
Si, -4.8978, 4.045, 13.1767, 0.5615, 2.2601, 3.8874
Si, 6.9943, 9.8302, 22.0349, 3.5669, 0.9655, -3.1064
Si, 13.996, 6.5617, 22.6257, -0.7107, -2.3684, 2.8516
Si, -1.5512, 11.8957, 21.2822, -1.7384, 0.8301, 2.2594
Si, 0.2038, 16.908, 16.1082, -0.2793, 1.5615, -0.905
Si, 4.611, 14.4982, 16.0545, 1.7952, 2.3282, 1
Si, -5.2426, 3.9524, 20.5421, -5.2571, 1.3709, 1.2719
Si, 1.4227, 3.9494, 20.4512, 1.9834, 1.1011, 2.1102
Si, 2.4503, 5.9179, 19.6117, 0.7266, -0.7768, 0.7753
Si, 9.5221, 5.4735, 20.5253, 2.1048, -3.7293, -0.4269
Si, 7.6078, 4.9951, 22.8506, -0.5493, -3.9096, -1.1597
O, -2.725, 3.6166, -1.2194, -1.1292, 0.2263, 1.2224
O, -6.0276, 1.4421, 0.4219, 2.1386, -0.7862, -0.524
O, 3.7184, 5.1989, -1.4747, -0.5096, 0.0972, 0.4471
O, 5.8193, 4.9769, 1.4572, -2.0255, -1.7213, 0.0845
O, -0.1378, 4.9521, 0.5244, 0.7991, 2.9723, -1.6785
O, -10.2126, 1.5883, -0.2592, 0.3673, -0.3249, 3.1033
O, 5.0913, 2.2744, -7.4333, -2.9151, 1.2759, -2.9841
O, 1.2065, 17.8524, -5.6845, -2.9737, 0.5784, -0.613
O, 5.5901, -1.1356, -1.7179, -0.6866, -0.251, 0.5062
O, -2.6154, 10.0056, -5.9692, 1.4836, 1.3251, -0.3808
O, 6.2613, 4.6006, -2.8167, 1.9705, -0.6257, 1.8548
O, 2.8782, 6.4814, -3.5253, -0.3457, 0.3517, -4.0127
O, 5.7942, 7.4502, -0.7119, -2.2005, 1.4374, -0.5616
O, 3.3941, 8.0985, -1.6199, -1.4478, -1.4545, -1.6746
O, 8.0004, 8.67, -2.1168, -0.6109, 0.2714, 1.0585
O, 7.7585, 11.1822, -2.5243, -0.8488, 0.0363, -0.4769
O, -0.2181, 0.7282, 12.5379, -0.5748, -1.7905, -2.3596
O, 6.1506, 0.3247, 18.3894, 1.733, -3.4427, 1.1242
O, 1.5579, 1.599, 11.2614, 0.2435, 0.0563, -2.526
O, 3.47, 3.6954, 11.0767, 0.978, 0.2334, 0.0869
O, 0.3174, 6.4249, 12.7259, 2.3771, 1.9408, 2.563
O, 0.8658, 26.519, 15.7405, -0.4767, -0.156, 0.8087
O, 0.6769, 13.0442, 14.5148, 4.0298, 3.6762, 1.8849
O, -6.4615, 16.0369, 16.8621, -0.5448, -0.3128, 1.4448
O, 9.3078, -4.4111, 11.2366, 0.8893, -1.0289, -1.1692
O, 4.7872, 0.9977, 10.6621, 1.1322, -0.3099, 0.9173
O, 7.5309, 7.3441, 17.3664, 0.6231, -1.1615, -1.9639
O, 10.4848, -0.1468, 14.956, -1.7458, -2.6253, 2.0391
O, 5.299, 5.2409, 12.5942, -1.3905, -1.9123, -2.5249
O, 4.4032, 8.7659, 12.051, -2.3924, 0.9679, -0.3358
O, 10.2666, 18.5365, 23.5965, -0.3806, -1.3265, 2.567
O, -4.9893, 3.9897, 14.8818, -2.0303, -0.8432, -1.0292
O, 11.2531, 5.2633, 10.4807, 1.1459, -0.5317, -2.2233
O, 1.5776, 13.0866, 16.8818, -0.9809, -1.5523, 3.8856
O, 5.4441, 24.5446, 12.7993, 0.2393, -3.7067, -2.6265
O, 2.0705, 8.4205, 13.0779, -0.1713, -0.5626, -2.9208
O, 4.9739, 7.3351, 18.1585, 0.8607, 0.593, -1.2863
O, -4.7298, -0.1106, 12.5069, 0.8544, 11.9265, -1.4256
O, -2.9769, 9.9191, 14.0875, 1.5644, -0.3842, 0.5019
O, -1.6298, 8.675, 15.9567, 0.203, -0.7328, -0.9659
O, 7.4935, 18.2257, 14.5868, 0.4299, -0.9185, 0.6779
O, 19.9597, 12.9945, 14.0753, 0.1204, 0.7009, -0.3586
O, 5.9457, 2.5612, 19.7502, 0.8399, -1.0434, -0.7055
O, -1.1997, -5.0613, 15.7383, -2.1186, 0.4141, -0.2802
O, 7.5953, 4.2845, 13.0489, 2.6072, -1.8156, -0.5215
O, 7.5362, 13.7132, 17.8857, 0.1143, -1.6419, 2.2621
O, -1.1802, 6.8885, 19.6155, -0.3257, 0.7198, -0.3418
O, -0.6749, 2.7017, 17.7463, -2.3676, 1.8308, 1.2936
O, 3.2072, 14.214, 15.2603, 0.0118, -0.726, 0.1561
O, 10.8535, 19.9671, 18.937, -0.9924, -4.7869, -1.7923
O, 6.0453, 8.8373, 15.8744, -0.1553, 0.0983, -1.1154
O, -0.9465, 10.5718, 20.6923, 0.6406, -0.5574, -1.142
O, 1.5509, 2.709, 19.4253, -2.3656, -1.8575, -1.6555
O, 8.7379, 5.4759, 21.8902, 2.1087, 2.0463, -1.5578
O, -2.2188, 15.5302, 19.423, -0.5006, 1.022, 0.6308
O, 1.9894, 3.5797, 22.0602, -0.3489, 0.283, -0.9031
O, 0.8269, 18.1052, 15.0797, 0.0218, -1.3636, 2.9477
O, 10.1813, 3.9977, 12.2451, -2.5632, 0.147, 1.1065
O, -4.2917, 8.7474, 11.2234, 1.6927, 0.2055, 0.1636
O, 0.0463, 4.7759, 20.6744, -1.9766, 0.3301, 0.1658
O, 5.083, 16.1653, 19.7809, 0.1183, -0.9522, -2.0331
O, 10.4556, 1.224, 22.578, -2.4409, 0.1204, 0.2674
O, -0.6391, 8.7204, 13.4865, 1.1284, -0.1152, 0.8336
O, 0.2313, 11.3587, 18.4236, -1.4378, 0.5876, 0.3829
O, 9.3167, 1.8344, 20.0196, -0.6268, -0.8444, 2.0509
O, 6.661, 9.4068, 20.4409, -0.1912, 1.1744, 0.4041
O, 4.3531, 3.1835, 21.5587, 3.5029, 0.0501, -2.0451
O, 1.5961, 6.4707, 23.1739, -1.7089, -0.0398, 1.8229

Results
free energy: -43064.589 eV
free energy less fixed offsets of O -463.61, Si -117.95 eV per atom: 19.991 eV
pressure: -2.99 GPa
stress xx, yy, zz, yz, xz, xy (GPa, positive in tension): 3.15, 2.75, 3.06, -0.64, -0.27, -0.75
